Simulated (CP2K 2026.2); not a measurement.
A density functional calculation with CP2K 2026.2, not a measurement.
Periodic cell of 505 atoms, Si360O143H2, from a study of silicon, its oxide and their interface. The atomic structure is a simulated model.
Doubt: the forces sum to 1.60 eV/angstrom along one axis rather than to zero, so they err by at least 0.0032 eV/angstrom per atom on average; the grid cutoff is modest.

Settings
functional: PBE
method: Gaussian and plane waves
basis set: DZVP-MOLOPT-SR-GTH
pseudopotentials: GTH-PBE
grid cutoff: 350 Ry, relative cutoff 50 Ry
k points: Gamma only
occupations: fixed
spin: none
net charge: 0

Cell vectors (angstrom)
a 16.32 0 0
b 0 16.32 0
c 2.732 6.8792 34.5499

Atoms and the computed forces on them: element, x, y, z (angstrom), force x, y, z (eV/angstrom)
Si 1.012 15.229 0.023 0.088 -0.118 -0.153
Si 3.759 1.621 0.023 0.131 -0.044 -0.214
Si 1.604 3.883 0.222 -0.036 -0.005 -0.189
Si 4.27 6.476 0.129 0.039 0.092 -0.112
Si 0.954 9.85 0.093 0.205 -0.051 -0.199
Si 4.493 11.824 0.029 -0.147 0.038 -0.431
Si 7.07 14.752 0.314 0.009 0.112 -0.224
Si 9.816 1.088 0.303 -0.037 0.027 -0.261
Si 6.494 4.285 0.13 0.08 -0.03 -0.123
Si 9.633 6.372 0.088 -0.004 -0.044 -0.006
Si 6.772 9.675 0.193 -0.025 -0.022 -0.038
Si 9.168 12.486 0.208 0.111 -0.014 -0.357
Si 12.047 15.3 0.07 -0.074 0.008 -0.188
Si 17.86 8.025 34.521 -0.121 0.084 -0.058
Si 11.949 4.273 0.036 0.033 -0.123 -0.16
Si 14.84 7.021 0.028 0.051 -0.027 -0.071
Si 12.537 9.164 0.001 -0.212 0.064 -0.241
Si 15.073 12.092 0.072 0.08 0.051 -0.158
Si 2.652 16.313 1.36 -0.03 0.035 -0.234
Si 5.38 2.668 1.43 -0.063 0.038 -0.207
Si 2.765 5.4 1.564 0.014 -0.08 -0.167
Si 5.472 8.093 1.409 0.003 0 -0.247
Si 2.736 10.856 1.338 -0.051 -0.021 -0.141
Si 5.422 13.529 1.433 0.081 -0.122 -0.151
Si 8.252 16.257 1.637 0.043 0.015 -0.218
Si 10.942 2.717 1.538 -0.051 0.048 -0.223
Si 8.125 5.319 1.532 -0.057 -0.006 -0.254
Si 10.852 8.073 1.314 0.056 -0.113 -0.243
Si 8.152 10.909 1.604 -0.04 -0.025 -0.199
Si 10.887 13.635 1.388 -0.09 0.08 -0.331
Si 13.605 16.378 1.457 0.095 -0.025 -0.283
Si 16.287 2.682 1.414 0.058 -0.09 -0.32
Si 13.597 5.427 1.34 -0.049 0.084 -0.311
Si 16.292 8.196 1.459 -0.049 0.027 -0.159
Si 13.555 10.839 1.373 0.03 -0.156 -0.187
Si 16.27 13.622 1.409 0.052 0.002 -0.172
Si 1.329 1.317 2.819 -0.038 0.083 0.041
Si 4.09 4.018 2.904 0.066 -0.057 0.16
Si 1.357 6.81 2.8 -0.046 0.049 0.046
Si 4.045 9.452 2.768 0.029 0.019 -0.06
Si 1.403 12.27 2.743 -0.025 -0.01 -0.002
Si 4.028 14.928 2.737 -0.004 0.048 -0.052
Si 6.782 1.328 2.82 -0.056 0.09 -0.001
Si 9.491 3.981 2.887 -0.09 -0.028 0.102
Si 6.82 6.781 2.84 0.033 -0.021 0.107
Si 9.568 9.471 2.779 0.074 -0.055 0.04
Si 6.757 12.239 2.91 -0.054 0.011 0.226
Si 9.604 14.908 2.941 0.085 -0.039 0.128
Si 12.317 1.403 2.884 0.062 0.013 0.18
Si 14.939 4.071 2.755 -0.022 0.013 -0.016
Si 12.219 6.763 2.781 0.013 0.007 -0.083
Si 14.92 9.527 2.825 -0.022 0.016 0.133
Si 12.208 12.215 2.736 0.027 -0.012 0.087
Si 14.914 14.937 2.807 -0.068 -0.008 0.123
Si 16.289 16.277 4.201 0.044 0.052 -0.099
Si 2.686 2.669 4.237 0.022 0.01 -0.115
Si 16.305 5.427 4.142 -0.016 0.014 0.025
Si 2.706 8.137 4.194 0.056 0.01 0.04
Si 16.341 10.897 4.147 -0.034 -0.06 -0.088
Si 2.714 13.6 4.175 -0.065 -0.051 0.021
Si 5.401 16.27 4.148 0.035 0.013 0.018
Si 8.118 2.656 4.247 0.061 0.021 0.008
Si 5.459 5.42 4.232 -0.006 -0.069 -0.08
Si 8.193 8.147 4.188 -0.091 -0.039 0.008
Si 5.388 10.817 4.199 0.031 0.093 -0.057
Si 8.166 13.57 4.267 0.018 0.002 -0.065
Si 10.949 16.329 4.25 -0.054 -0.082 -0.06
Si 13.652 2.756 4.237 -0.055 -0.082 0.011
Si 10.866 5.403 4.195 0.046 0.027 -0.072
Si 13.573 8.133 4.191 -0.033 0.031 -0.098
Si 10.893 10.851 4.16 -0.018 -0.013 0.012
Si 13.567 13.551 4.165 0.044 0.047 -0.035
Si 1.349 14.94 16.559 0.002 0.002 0.045
Si 4.068 17.656 16.576 -0.015 0.037 0.041
Si 1.371 4.038 16.551 0.013 -0.015 0.043
Si 4.096 6.78 16.57 0.001 0.001 0.057
Si 1.345 9.472 16.562 0.011 0.057 0.036
Si 4.101 12.24 16.559 -0.006 -0.035 0.008
Si 6.8 14.928 16.582 0.028 0.016 0.018
Si 9.535 17.66 16.582 -0.055 -0.004 0.031
Si 6.793 4.051 16.558 -0.029 0.001 0.028
Si 9.494 6.773 16.55 -0.021 0.021 0.019
Si 6.81 9.498 16.572 0.007 -0.021 0.061
Si 9.502 12.195 16.567 0.03 -0.008 0.045
Si 12.234 14.901 16.556 0.006 -0.015 0.05
Si 14.961 17.644 16.562 0.032 -0.018 0.051
Si 12.233 4.036 16.58 0.032 -0.013 0.035
Si 14.961 6.774 16.551 -0.016 -0.023 0.029
Si 12.219 9.487 16.524 0.007 -0.017 0.024
Si 14.94 12.21 16.553 -0.025 0.045 0.036
Si 2.716 16.28 17.955 -0.058 0.011 -0.016
Si 5.413 19.043 17.941 0.079 -0.044 0.037
Si 2.708 5.426 17.922 0.028 -0.058 -0.026
Si 5.483 8.121 17.955 -0.074 0.035 0.099
Si 2.735 10.856 17.877 0.01 -0.017 0.105
Si 5.425 13.604 17.983 0.012 -0.001 0.001
Si 8.19 16.274 17.941 -0.041 0.007 0.115
Si 10.89 19 17.995 0.006 0.028 -0.04
Si 8.164 5.392 17.934 -0.007 0.037 0.012
Si 10.813 8.186 17.896 0.086 -0.081 0.094
Si 8.139 10.867 17.978 0.027 0.003 -0.006
Si 10.908 13.502 17.935 -0.059 0.064 0.049
Si 13.574 16.285 17.919 0.035 -0.054 0.002
Si 16.365 18.971 17.931 -0.07 0.098 0.098
Si 13.593 5.426 17.92 0.027 -0.003 0.092
Si 16.314 8.105 17.961 -0.008 0.012 -0.033
Si 13.597 10.804 17.904 -0.061 0.011 0.008
Si 16.27 13.609 17.919 0.023 -0.069 0.064
Si 17.679 17.588 19.371 -0.062 0.014 0.011
Si 4.048 4.099 19.325 -0.016 0.016 -0.067
Si 17.697 6.759 19.334 -0.005 0.013 0.001
Si 4.09 9.51 19.287 0.05 0.099 -0.123
Si 17.675 12.228 19.211 -0.009 0.01 -0.223
Si 4.064 14.968 19.377 0.018 -0.052 -0.001
Si 6.784 17.652 19.276 0.026 0.044 -0.131
Si 9.521 4.068 19.343 0.003 -0.011 -0.037
Si 6.847 6.739 19.351 0.013 0.039 -0.066
Si 9.497 9.514 19.372 0.001 -0.008 -0.02
Si 6.793 12.255 19.35 0.012 -0.027 -0.059
Si 9.598 14.901 19.307 0.08 -0.004 -0.051
Si 12.263 17.614 19.35 -0.044 0.023 -0.016
Si 15.023 4.07 19.259 0.095 -0.02 -0.198
Si 12.164 6.813 19.236 -0.066 0.042 -0.148
Si 14.928 9.461 19.306 -0.022 -0.03 -0.073
Si 12.222 12.08 19.322 -0.08 -0.071 -0.042
Si 14.879 14.936 19.336 0.009 -0.033 -0.02
Si 16.212 16.281 20.77 0.069 0.087 0.17
Si 2.741 19.004 20.696 -0.024 -0.03 0.146
Si 16.362 5.398 20.716 -0.107 -0.115 0.225
Si 2.76 8.126 20.665 0.02 0.018 0.204
Si 16.367 10.824 20.549 0.064 -0.007 0.224
Si 2.619 13.593 20.655 -0.025 -0.02 0.179
Si 5.439 16.356 20.729 -0.058 0.045 0.159
Si 8.175 18.974 20.65 -0.034 -0.123 0.276
Si 5.435 5.427 20.719 -0.023 0.011 0.137
Si 8.184 8.121 20.752 0.048 -0.059 0.177
Si 5.407 10.916 20.695 -0.036 -0.052 0.266
Si 8.201 13.593 20.685 -0.01 -0.03 0.168
Si 10.989 16.198 20.765 -0.172 -0.105 0.2
Si 13.647 19.049 20.591 0.031 0.028 0.134
Si 10.833 5.507 20.684 0.016 0.114 0.264
Si 13.477 8.151 20.639 -0.065 0.014 0.173
Si 10.853 10.811 20.835 0.073 0.012 0.261
Si 13.57 13.432 20.648 0.117 0.047 0.226
Si 17.315 14.627 22.049 -0.075 0.136 0.326
Si 4.35 17.987 22.108 -0.049 -0.108 0.201
Si 17.506 20.099 22.071 0.103 0.08 0.263
Si 4.382 7.101 22.049 -0.132 -0.063 0.344
Si 17.901 9.706 21.938 -0.16 -0.108 0.255
Si 3.715 12.01 21.978 0.039 -0.009 0.172
Si 7.078 15.215 21.954 0.065 0.036 0.037
Si 9.327 17.351 21.972 0.132 0.169 0.052
Si 6.605 20.14 21.972 0.078 -0.033 0.254
Si 9.741 7.026 22.228 -0.058 -0.097 -0.006
Si 6.593 9.331 21.985 -0.046 0.035 0.13
Si 9.664 12.424 22.15 -0.009 0.015 0.013
Si 12.058 14.479 22.111 0.152 0.008 0.233
Si 15.134 17.992 22.072 -0.181 -0.051 0.335
Si 12.485 20.641 21.828 -0.006 -0.003 0.298
Si 14.621 6.53 21.838 0.025 0.011 0.291
Si 12.018 9.218 22.233 0.091 0.098 -0.045
Si 15.224 12.297 21.926 0.013 -0.014 0.154
Si 15.42 6.811 24.638 0.079 -0.059 0.639
Si 6.007 9.431 29.252 -0.123 0.085 -0.099
Si 2.596 12.091 32.52 0.24 0.06 -0.299
Si 10.294 12.238 28.723 0.002 -0.012 0.066
Si 5.791 16.227 26.96 0.052 0.015 0.414
Si 10.722 19.192 24.062 0.213 -0.128 0.138
Si 4.008 18.418 27.753 -0.02 0.146 0.229
Si 17.523 15.691 25.015 -0.203 -0.185 0.477
Si 4.539 12.002 30.177 0.229 -0.085 -0.417
Si 6.244 14.042 31.783 0.108 -0.166 -0.59
Si 17.712 21.078 24.911 -0.141 0.042 0.545
Si 11.852 19.46 26.748 0.166 0.056 0.414
Si 11.933 21.597 30.73 0.065 0.178 -0.395
Si 7.594 21.42 27.378 -0.023 0.045 0.354
Si 4.363 16.424 31.669 -0.098 0.169 -0.479
Si 11.297 14.861 27.245 -0.002 0.013 0.204
Si 3.432 6.988 25.051 0.039 0.174 0.462
Si 14.91 17.548 25.071 -0.036 0.078 0.533
Si 12.29 10.123 29.932 0.127 -0.106 -0.486
Si 16.561 9.934 32.408 -0.153 -0.111 -0.373
Si 7.701 11.334 27.315 -0.116 0.2 0.451
Si 15.974 20.388 32.473 0.122 0.031 -0.409
Si 13.008 13.826 24.911 0.088 0.162 0.578
Si 13.391 16.997 27.517 -0.17 0.113 0.286
Si 15.787 10.698 26.635 0.148 0.113 0.253
Si 10.815 9.447 32.572 0.08 0.026 -0.136
Si 8.416 5.05 24.299 -0.072 -0.041 0.269
Si 3.303 21.153 29.092 -0.023 -0.093 -0.284
Si 15.96 19.862 26.895 -0.086 0.115 0.235
Si 5.081 13.054 24.561 -0.078 0.486 0.781
Si 7.64 11.24 24.217 0.066 -0.012 0.263
Si 3.786 17.28 25.139 0.18 0.246 0.329
Si 15.549 15.756 29.144 0.137 0.056 -0.187
Si 6.846 7.526 31.544 -0.154 -0.028 -0.457
Si 11.179 14.997 32.502 -0.182 0.049 -0.321
Si 13.233 19.001 32.065 -0.214 0.153 -0.559
Si 17.034 19.827 29.666 0.179 -0.21 -0.429
Si 17.451 8.953 24.946 0.065 0.102 0.487
Si 5.244 13.195 27.447 -0.07 -0.028 0.164
Si 15.21 9.651 29.603 -0.302 -0.092 -0.389
Si 10.019 20.845 28.616 0.21 0.083 0.125
Si 4.752 21.608 31.647 -0.007 0.132 -0.399
Si 9.028 14.211 30.448 -0.2 -0.201 -0.446
Si 13.349 7.413 29.356 0.112 0.036 -0.105
Si 6.184 18.986 31.564 0.112 -0.149 -0.439
Si 8.658 16.13 27.932 0.045 0.05 0.065
Si 5.029 6.917 27.611 0.003 -0.021 0.108
Si 13.693 10.915 24.34 0.217 0.136 0.458
Si 15.702 13.847 26.668 0.033 -0.13 0.234
Si 8.09 18.967 29.146 0.056 0.05 0.028
Si 13.958 16.275 31.697 0.19 -0.041 -0.572
Si 13.78 5.658 26.761 0.077 -0.152 0.339
Si 18.332 17.132 29.74 -0.102 0.039 -0.223
Si 9.488 6.697 32.128 0.055 -0.213 -0.432
Si 1.345 14.931 5.571 0.001 0.003 -0.046
Si 4.068 1.303 5.574 -0.045 0.015 -0.04
Si 1.329 4.071 5.563 0.029 -0.039 -0.047
Si 4.07 6.779 5.575 -0.006 -0.02 -0.029
Si 1.348 9.515 5.55 0.001 0.023 -0.056
Si 4.054 12.215 5.559 0.01 -0.024 -0.032
Si 6.775 14.949 5.573 0.034 0 -0.018
Si 9.522 1.326 5.598 -0.031 -0.03 0.003
Si 6.796 4.051 5.609 0.012 0.033 -0.008
Si 9.523 6.774 5.578 0.016 0.008 -0.052
Si 6.797 9.486 5.561 0.008 0.002 -0.04
Si 9.532 12.181 5.584 -0.056 -0.006 -0.032
Si 12.265 14.922 5.594 0.006 0.014 -0.022
Si 14.973 1.344 5.59 0.024 0.028 -0.027
Si 12.241 4.074 5.588 -0.009 -0.001 -0.028
Si 14.954 6.773 5.55 -0.034 0.008 -0.052
Si 12.231 9.503 5.568 0.055 -0.019 -0.036
Si 14.961 12.22 5.544 0.007 0.014 -0.045
Si 2.707 16.279 6.952 0.02 0.01 0.012
Si 5.423 2.679 6.951 0.009 0.008 -0.002
Si 2.705 5.417 6.939 0.002 0.014 -0.003
Si 5.437 8.133 6.945 0.015 -0.008 -0.005
Si 2.702 10.861 6.94 -0.016 0.022 0.012
Si 5.423 13.57 6.935 0.02 -0.01 0.002
Si 8.149 16.289 6.957 0.004 0.009 -0.007
Si 10.882 2.7 6.955 -0.014 0.01 -0.008
Si 8.165 5.417 6.961 -0.008 -0.03 0
Si 10.878 8.14 6.946 -0.027 0.01 0.017
Si 8.152 10.84 6.949 0.007 0.006 0.002
Si 10.885 13.561 6.949 -0.002 0.019 0.002
Si 13.615 16.295 6.959 0.001 -0.034 0.008
Si 16.322 2.704 6.96 -0.006 -0.011 0.013
Si 13.603 5.429 6.951 -0.014 0.003 0.012
Si 16.313 8.142 6.921 0 -0.003 -0.003
Si 13.607 10.857 6.931 0.009 -0.027 0.001
Si 16.309 13.571 6.941 -0.015 0.003 0.001
Si 1.361 17.654 8.325 0.016 0.022 -0.001
Si 4.064 4.051 8.315 -0.013 -0.02 0.001
Si 1.349 6.784 8.308 0.007 -0.005 -0.001
Si 4.072 9.5 8.309 0.021 0.014 0
Si 1.347 12.214 8.32 -0.004 -0.028 0.005
Si 4.071 14.923 8.322 -0.015 -0.006 0.003
Si 6.792 17.652 8.328 0.021 0.006 0.011
Si 9.523 4.055 8.33 0.022 0.018 0.009
Si 6.794 6.773 8.323 -0.005 -0.005 0.004
Si 9.513 9.487 8.325 -0.021 -0.02 0.004
Si 6.79 12.213 8.31 0.012 0.013 -0.002
Si 9.515 14.923 8.317 -0.036 -0.027 0.006
Si 12.24 17.653 8.322 -0.025 -0.018 -0.003
Si 14.955 4.06 8.326 -0.011 -0.014 0
Si 12.239 6.783 8.324 0.025 0.004 -0.001
Si 14.958 9.493 8.311 -0.005 0.003 -0.004
Si 12.248 12.207 8.32 0.002 0.015 -0.008
Si 14.966 14.932 8.329 0.019 0.039 0.002
Si 16.323 16.294 9.7 -0.009 -0.014 0.001
Si 2.717 2.693 9.699 0.004 -0.004 0.006
Si 16.318 5.422 9.692 -0.003 0.001 -0.001
Si 2.714 8.137 9.685 -0.007 -0.008 -0.001
Si 16.314 10.849 9.693 0.002 0.007 -0.002
Si 2.711 13.567 9.696 0.008 0.01 -0.001
Si 5.433 16.287 9.695 0.006 0.001 -0.001
Si 8.157 2.692 9.697 -0.013 0.006 0.009
Si 5.431 5.409 9.689 0.016 0.003 0.002
Si 8.153 8.13 9.698 0.006 0.004 0.01
Si 5.431 10.856 9.688 -0.002 -0.006 -0.003
Si 8.151 13.568 9.689 0.01 0 0.006
Si 10.874 16.29 9.689 0.009 0.013 -0.001
Si 13.597 2.694 9.696 0 0.005 0.001
Si 10.883 5.417 9.698 -0.017 -0.014 -0.002
Si 13.602 8.138 9.695 -0.013 0 -0.002
Si 10.879 10.85 9.691 -0.001 0.002 0
Si 13.6 13.572 9.697 -0.005 -0.006 0.003
Si 1.36 14.93 11.073 0.013 0.003 -0.002
Si 4.08 17.652 11.07 -0.003 0.005 0.001
Si 1.355 4.056 11.066 0.001 0 -0.004
Si 4.072 6.775 11.061 -0.006 0.006 -0.005
Si 1.358 9.492 11.069 0.004 -0.002 0
Si 4.075 12.212 11.071 -0.007 -0.001 0.004
Si 6.795 14.929 11.068 0.001 0.001 0.005
Si 9.516 17.648 11.07 -0.001 0.001 0.005
Si 6.795 4.052 11.067 0.004 -0.009 0.001
Si 9.515 6.769 11.07 0.001 -0.003 0.001
Si 6.79 9.495 11.062 0.004 0.002 0.001
Si 9.515 12.212 11.06 -0.008 0.001 -0.001
Si 12.234 14.933 11.065 -0.008 0 -0.002
Si 14.957 17.653 11.068 -0.002 0 -0.001
Si 12.236 4.05 11.072 0.011 0 0.005
Si 14.958 6.775 11.071 0.002 -0.005 0.002
Si 12.235 9.489 11.068 0.01 0 -0.005
Si 14.958 12.209 11.07 -0.006 -0.001 -0.006
Si 2.72 16.292 12.443 0.006 -0.001 0.001
Si 5.443 2.688 12.445 0.007 0.01 0.003
Si 2.72 5.411 12.439 -0.013 -0.001 -0.004
Si 5.429 8.137 12.437 0.008 -0.014 0.001
Si 2.718 10.852 12.447 0.003 0 -0.003
Si 5.435 13.574 12.446 -0.002 -0.002 -0.002
Si 8.154 16.289 12.446 -0.007 -0.01 0
Si 10.877 2.687 12.448 -0.004 0.004 0
Si 8.155 5.41 12.444 0.008 0.003 0.001
Si 10.877 8.126 12.442 -0.013 0.007 0.001
Si 8.154 10.852 12.432 0 0.004 -0.004
Si 10.868 13.576 12.437 0.016 -0.009 0.001
Si 13.596 16.291 12.44 -0.004 0.01 -0.002
Si 16.315 2.695 12.44 0 -0.001 -0.002
Si 13.598 5.409 12.442 -0.012 -0.007 -0.006
Si 16.322 8.131 12.446 -0.001 0.002 -0.004
Si 13.593 10.851 12.439 0 -0.001 -0.003
Si 16.321 13.567 12.444 -0.007 0.007 0
Si 1.357 17.654 13.809 -0.017 0.012 -0.004
Si 4.082 4.052 13.812 0.011 -0.021 -0.005
Si 1.363 6.766 13.819 0.015 -0.006 -0.001
Si 4.08 9.497 13.824 -0.02 0.002 0.005
Si 1.359 12.21 13.824 0.006 0 -0.005
Si 4.08 14.94 13.824 -0.01 0.004 -0.001
Si 6.799 17.648 13.826 -0.003 0.008 -0.001
Si 9.515 4.049 13.821 -0.014 0.003 0
Si 6.789 6.775 13.807 -0.016 0.027 -0.004
Si 9.51 9.489 13.803 0.02 -0.014 0
Si 6.801 12.212 13.812 0.021 -0.018 -0.004
Si 9.512 14.93 13.824 -0.01 0.021 0.006
Si 12.238 17.644 13.823 0.018 -0.01 0.002
Si 14.955 4.049 13.818 0.006 0.007 0
Si 12.233 6.76 13.815 0.03 -0.019 -0.003
Si 14.955 9.492 13.812 -0.019 0.016 -0.007
Si 12.225 12.211 13.802 -0.023 0.019 -0.006
Si 14.958 14.93 13.81 0.013 -0.028 -0.004
Si 16.316 16.294 15.179 0.005 0.01 -0.011
Si 2.725 19.006 15.179 0.001 0.014 -0.017
Si 16.321 5.403 15.189 -0.032 -0.017 -0.002
Si 2.723 8.127 15.193 -0.003 0.004 0.003
Si 16.312 10.848 15.192 0.009 -0.018 0.012
Si 2.718 13.58 15.192 -0.007 -0.013 -0.006
Si 5.439 16.295 15.209 0.023 0.002 0.002
Si 8.163 19.007 15.199 0.006 -0.012 0.005
Si 5.438 5.415 15.187 0.013 0.004 -0.014
Si 8.146 8.136 15.178 -0.007 -0.016 -0.018
Si 5.45 10.859 15.195 0.005 0.029 -0.006
Si 8.151 13.567 15.198 -0.026 -0.011 -0.006
Si 10.877 16.285 15.201 -0.017 -0.011 -0.014
Si 13.598 19.007 15.195 -0.012 0.017 0.004
Si 10.874 5.404 15.2 0.007 0.009 0.013
Si 13.595 8.125 15.175 -0.002 -0.004 -0.012
Si 10.861 10.855 15.172 0.006 0.009 -0.024
Si 13.591 13.564 15.169 0.012 0 -0.006
O 12.991 14.653 23.496 -0.061 -0.06 -0.483
O 9.961 15.762 27.045 -0.061 -0.119 -0.323
O 12.21 8.595 29.332 -0.184 -0.037 0.182
O 2.457 5.791 25.568 -0.204 -0.34 -0.039
O 4.391 21.394 33.214 0.042 0.074 0.421
O 3.646 17.544 23.55 0.022 -0.132 -0.21
O 2.712 10.788 22.453 -0.005 -0.195 -0.246
O 9.179 22.582 33.663 0.038 0.078 0.386
O 5.467 8.251 22.549 -0.102 -0.267 -0.463
O 8.756 17.638 28.503 0.058 0.2 -0.006
O 16.426 14.967 34.042 0.035 -0.105 0.322
O 2.647 8.415 25.207 0.297 0.182 0.024
O 14.724 16.97 28.44 0.223 0.049 -0.261
O 11.515 18.663 25.382 0.095 -0.208 -0.234
O 14.747 16.598 33.08 0.37 0.329 0.427
O 15.207 10.4 33.197 -0.099 0.16 0.106
O 7.031 8.041 33.074 0.195 -0.123 0.677
O 17.228 9.188 23.357 0.02 -0.011 -0.595
O 18.926 17.87 34.077 0.121 -0.085 0.526
O 10.416 16.072 33.458 -0.067 0.11 0.065
O 6.109 13.926 33.399 0.111 0.041 0.453
O 18.034 20.884 28.922 -0.264 0.117 0.184
O 5.384 9.65 34.131 0.046 0.113 0.368
O 7.833 14.214 31.524 0.158 -0.096 0.306
O 3.777 6.611 23.513 0.2 0.036 -0.674
O 16.288 5.438 24.48 -0.046 0.044 -0.349
O 8.387 17.604 34.112 -0.121 -0.19 0.551
O 5.522 19.05 22.616 0.082 -0.102 -0.27
O 12.753 9.783 23.625 -0.205 0.033 -0.223
O 17.233 19.681 33.235 0.158 0.136 0.297
O 7.264 9.898 23.383 0.205 0.022 -0.199
O 17.168 10.265 25.87 0.147 -0.152 -0.221
O 5.156 14.822 27.496 -0.127 0.057 -0.308
O 12.334 18.59 33.354 -0.11 0.04 0.254
O 14.874 15.477 30.601 -0.152 -0.048 0.447
O 1.962 20.465 23.512 -0.131 0.037 -0.679
O 2.592 16.281 25.617 0.003 -0.086 -0.038
O 11.676 10.198 31.421 -0.246 -0.124 0.668
O 5.43 6.74 31.374 0.019 0.178 -0.131
O 3.14 12.224 30.98 -0.429 -0.064 0.606
O 3.447 21.442 30.69 0.035 -0.096 0.289
O 10.419 19.86 27.39 -0.17 -0.075 -0.262
O 8.113 12.26 34.081 0.11 0.004 0.537
O 6.371 6.042 27.864 0.062 0.061 0.156
O 14.673 19.449 32.643 -0.087 -0.307 0.389
O 17.771 18.538 30.365 0.079 0.169 0.325
O 5.777 20.48 31.101 0.036 -0.116 -0.078
O 4.937 17.942 31.534 0.115 -0.087 -0.012
O 13.785 16.75 25.951 0.011 -0.242 -0.39
O 5.763 12.693 30.999 0.165 0.242 0.39
O 12.676 15.378 32.048 -0.276 0.036 0.133
O 14.427 14.071 25.685 -0.107 -0.038 -0.418
O 2.987 16.369 30.788 0.185 -0.181 0.316
O 7.395 16.046 26.917 -0.04 0.126 -0.106
O 4.146 16.03 33.224 0.073 0.044 0.47
O 8.988 5.661 28.056 0.056 0.029 0.113
O 6.476 12.362 24.086 0.356 -0.009 -0.061
O 11.366 13.619 33.355 0.271 -0.216 0.089
O 9.258 11.634 27.641 -0.24 -0.235 -0.254
O 9.592 20.273 24.467 -0.119 -0.144 -0.13
O 14.816 8.067 29.598 0.122 -0.023 0.236
O 18.361 13.486 33.164 -0.284 0.08 0.329
O 10.78 13.551 22.654 0.241 -0.065 -0.513
O 7.356 19.881 27.964 -0.038 -0.058 0.013
O 15.2 21.284 27.165 0.144 0.058 -0.083
O 6.727 19.173 33.076 -0.149 0.034 0.556
O 14.022 6.546 25.425 -0.019 0.156 -0.421
O 12.542 20.188 31.201 0.169 -0.252 0.15
O 3.964 12.722 23.448 0.022 0.062 -0.645
O 16.343 7.868 25.461 -0.054 -0.014 0.099
O 5.363 17.488 27.939 -0.028 -0.155 0.023
O 8.117 6.526 31.242 0.075 0.009 0.281
O 13.102 6.403 30.615 0.077 -0.039 0.166
O 16.246 13.453 22.552 -0.158 0.007 -0.526
O 12.781 12.215 24.739 -0.279 -0.115 -0.266
O 16.318 19.049 22.565 0.075 -0.289 -0.55
O 13.59 6.907 34.077 -0.015 -0.095 0.677
O 11.838 8.791 33.634 0.076 0.177 -0.045
O 14.468 10.362 25.7 -0.441 0.054 -0.497
O 7.246 20.836 23.313 -0.005 0.093 -0.16
O 11.428 11.121 28.997 0.009 0.049 0.131
O 17.688 11.063 32.599 0.093 0.124 -0.031
O 13.437 17.708 31.086 -0.107 0.075 0.251
O 4.906 10.431 29.928 -0.069 0.116 0.08
O 11.05 13.565 28.182 0.235 0.184 -0.136
O 4.149 19.849 28.528 -0.083 0.053 -0.143
O 9.913 8.255 31.936 0.037 -0.011 0.2
O 6.842 8.734 30.456 0.133 -0.217 0.397
O 16.253 20.597 30.867 -0.144 0.126 0.429
O 3.835 11.544 33.411 -0.012 0.045 0.317
O 9.064 6.401 23.623 0.211 0.148 -0.291
O 9.863 10.54 33.294 -0.04 0.025 0.048
O 17.139 8.57 33.114 0.181 -0.227 0.242
O 2.784 17.535 28.367 -0.104 0.016 -0.253
O 3.753 6.153 28.272 0.03 -0.096 -0.204
O 15.603 21.792 33.219 0.062 0.116 0.305
O 10.903 8.098 22.778 -0.135 0.17 -0.11
O 15.038 18.961 25.9 0.04 -0.206 -0.15
O 16.299 9.83 30.791 0.231 0.04 0.537
O 10.032 17.916 23.35 -0.182 -0.053 -0.232
O 15.107 7.393 23.166 -0.253 0.247 -0.56
O 15.751 9.995 28.108 -0.038 0.048 -0.15
O 16.363 16.829 25.077 0.007 -0.056 -0.232
O 12.422 15.777 27.991 -0.089 -0.087 -0.107
O 17.845 15.248 23.487 0.055 -0.29 -0.457
O 9.016 11.868 23.582 -0.093 -0.173 -0.254
O 7.736 10.807 25.782 -0.039 0.008 -0.538
O 13.31 6.661 27.931 0.022 0.029 -0.225
O 10.333 14.878 31.121 0.467 0.048 0.158
O 4.362 12.677 28.703 0.015 0.035 -0.095
O 6.813 12.704 27.533 0.161 0.105 0.083
O 14.386 17.643 23.533 -0.038 -0.032 -0.545
O 13.871 10.558 29.907 -0.117 -0.012 0.034
O 13.592 5.38 22.491 -0.001 0.138 -0.762
O 8.19 16.311 22.559 -0.214 -0.137 -0.461
O 3.742 18.607 26.138 0.101 -0.061 -0.311
O 12.674 18.45 27.732 -0.217 -0.059 -0.145
O 4.749 7.082 26.013 0.116 -0.086 -0.384
O 5.429 15.305 31.137 0.09 -0.096 0.067
O 7.085 10.203 28.307 0.107 0.142 0.064
O 13.526 12.218 34.014 -0.064 0.011 0.681
O 10.699 22.051 31.656 -0.195 -0.045 0.327
O 18.98 6.914 33.976 0.149 0.001 0.186
O 9.286 19.92 29.751 0.021 0.099 -0.136
O 17.044 14.46 25.977 0.048 -0.012 -0.062
O 14.807 11.426 23.266 0.147 -0.004 -0.394
O 9.419 12.671 30.035 0.026 0.213 0.345
O 11.371 21.477 29.204 0.18 -0.113 0.005
O 10.808 20.491 34.187 -0.17 0.11 0.643
O 15.915 12.276 26.928 -0.137 -0.109 0.137
O 15.462 14.466 28.16 0.133 -0.229 0.012
O 11.762 14.384 25.783 -0.075 0.018 -0.373
O 17.393 20.027 26.128 0.066 -0.009 -0.221
O 7.721 5.24 25.765 0.155 -0.071 -0.617
O 5.239 16.581 25.465 0.006 -0.209 -0.16
O 12.663 20.843 26.479 -0.22 -0.09 -0.078
O 17.112 16.134 29.358 0.067 -0.053 0.207
O 16.153 19.258 28.405 0.11 -0.039 0.121
O 4.619 12.562 26.07 -0.074 0.169 -0.152
O 7.22 18.467 30.418 0.034 -0.164 0.103
O 11.835 19.892 23.127 0.175 0.095 0.004
O 5.2 8.361 28.33 0.144 -0.008 -0.035
O 8.529 15.057 29.146 -0.25 -0.085 0.073
H 6.507 14.645 23.175 -0.129 -0.095 0.032
H 5.235 14.499 24.659 0.065 -0.124 -0.137

Results
total energy: -101252.399 eV
total energy less fixed offsets of H -15.91, O -438.35, Si -107.03 eV per atom: -5.729 eV
